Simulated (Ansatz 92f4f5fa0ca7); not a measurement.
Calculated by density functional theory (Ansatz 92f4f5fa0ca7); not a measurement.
Periodic cell of 212 atoms, Si132O80, from a study of silicon, its oxide and their interface. The atomic structure is a simulated model.
Doubt: the cutoff is far below the 930 eV that the study's wrapper takes by default for these files, so forces and energies are approximate.

Settings: functional PBE; potential files Ansatz PAW; basis plane waves; wave-function cutoff 580 eV; density cutoff ratio 5; exchange-correlation grid ratio 1; k mesh 1 x 1 x 1, Gamma-centred; self-consistency stop 5e-08 eV per atom in the density residual; occupations fixed; spin none; net charge 0.

Cell vectors (angstrom)
a, 10.938, 0, 0
b, 0, 10.938, 0
c, 0, 0, 31.6192

Atoms and the computed forces on them: element, x, y, z (angstrom), force x, y, z (eV/angstrom)
Si, -0.1734, 0.4982, 24.5371, -0.0056, -0.1819, -0.1313
Si, 5.9443, -0.2013, 24.0393, 0.0222, 0.0067, 0.0665
Si, 2.2213, 3.181, 24.4201, 0.0065, -0.0376, -0.0525
Si, 8.9114, 2.0808, 24.0499, 0.0301, 0.0753, 0.0465
Si, 0.4107, 4.8845, 24.257, -0.0117, -0.0255, 0.0316
Si, 4.9366, 6.1451, 24.1172, 0.0023, 0.0568, -0.0269
Si, 3.136, 7.8323, 24.1784, -0.0025, -0.0787, 0.0187
Si, 7.7533, 8.9538, 24.1802, -0.0602, -0.0369, -0.2344
Si, 1.3327, 1.574, 25.8922, 0.1663, 0.0541, -0.0241
Si, 6.9871, 1.4, 25.3821, -0.0263, -0.0201, 0.0005
Si, 4.1146, 4.2357, 25.3539, 0.0221, -0.0246, 0.0377
Si, 9.5326, 4.0095, 25.421, -0.0281, 0.0263, -0.0099
Si, 1.3755, 6.7815, 25.3949, -0.0271, 0.0341, 0.0026
Si, 6.7953, 7.0284, 25.3208, 0.0747, -0.0353, 0.0632
Si, 4.1432, 9.6601, 25.3221, 0.0601, 0.0301, -0.0316
Si, 9.5617, 9.6646, 25.5254, 0.1352, 0.0101, 0.0409
Si, 2.7676, -0.0019, 26.8332, -0.0113, -0.0115, -0.0091
Si, 8.1956, 0.0427, 26.8975, -0.0384, -0.0236, -0.0164
Si, -0.143, 2.8664, 27.0301, -0.093, 0.0143, -0.0339
Si, 5.4965, 2.775, 26.7171, 0.0112, 0.0106, -0.0115
Si, 2.7291, 5.4709, 26.8474, 0.014, 0.0299, -0.0453
Si, 8.1511, 5.5174, 26.7101, -0.0241, -0.0029, -0.0048
Si, -0.0021, 8.1816, 26.7807, 0.0052, 0.0038, -0.0276
Si, 5.4381, 8.2777, 26.8145, -0.0163, 0.0015, 0.0182
Si, 4.1018, 1.3673, 28.201, 0.4814, 0.1673, -0.4445
Si, 9.5708, 1.3673, 28.201, -0.4381, -0.081, 1.1657
Si, 1.3673, 4.1018, 28.201, 0.0978, 0.6009, 0.7855
Si, 6.8362, 4.1018, 28.201, -0.0301, 0.2438, -0.6748
Si, 4.1018, 6.8362, 28.201, -0.018, 0.2382, -0.0656
Si, 9.5708, 6.8362, 28.201, -0.1092, -0.1704, -0.5842
Si, 1.3673, 9.5708, 28.201, 0.0713, -0.2311, -0.3736
Si, 6.8362, 9.5708, 28.201, -0.1378, 0.1059, 0.2325
Si, 0, 0, 29.5682, -0.0379, 0.0687, -0.0196
Si, 5.469, 0, 29.5682, 0.1416, 0.0533, 0.0578
Si, 2.7345, 2.7345, 29.5682, -0.0452, 0.0134, -0.05
Si, 8.2035, 2.7345, 29.5682, 0.0602, -0.1644, 0.0763
Si, 0, 5.469, 29.5682, 0.2266, 0.0577, 0.0977
Si, 5.469, 5.469, 29.5682, 0.0385, 0.0221, -0.0397
Si, 2.7345, 8.2035, 29.5682, -0.0014, -0.0429, 0.0238
Si, 8.2035, 8.2035, 29.5682, -0.0471, 0.0012, -0.0415
Si, 1.3673, 1.3673, 30.9355, 0.0415, -0.048, -0.0126
Si, 6.8362, 1.3673, 30.9355, -0.0631, 0.1143, 0.0073
Si, 4.1018, 4.1018, 30.9355, -0.028, 0.0007, -0.007
Si, 9.5708, 4.1018, 30.9355, -0.0713, 0.0085, -0.0351
Si, 1.3673, 6.8362, 30.9355, -0.0958, 0.0833, 0.0197
Si, 6.8362, 6.8362, 30.9355, 0.0177, 0.0044, -0.0019
Si, 4.1018, 9.5708, 30.9355, -0.0654, 0.0161, -0.0279
Si, 9.5708, 9.5708, 30.9355, 0.0298, -0.0523, -0.0141
Si, 2.7345, 0, 0.6835, 0.0226, -0.008, 0.0477
Si, 8.2035, 0, 0.6835, 0.023, 0.0099, -0.0012
Si, 0, 2.7345, 0.6835, 0.0153, 0.0147, 0.0072
Si, 5.469, 2.7345, 0.6835, 0.0408, -0.0849, 0.0268
Si, 2.7345, 5.469, 0.6835, -0.0196, -0.0163, 0.0037
Si, 8.2035, 5.469, 0.6835, 0.0485, -0.0231, 0.0311
Si, 0, 8.2035, 0.6835, 0.0528, 0.0107, 0.0368
Si, 5.469, 8.2035, 0.6835, 0.0249, 0.0082, 0.006
Si, 4.1018, 1.3673, 2.0507, -0.0551, 0.0993, -0.0179
Si, 9.5708, 1.3673, 2.0507, -0.0498, -0.0007, 0.0098
Si, 1.3673, 4.1018, 2.0507, 0.0093, -0.0456, -0.0017
Si, 6.8362, 4.1018, 2.0507, -0.0306, -0.0248, -0.0144
Si, 4.1018, 6.8362, 2.0507, -0.0512, 0.0251, 0.0101
Si, 9.5708, 6.8362, 2.0507, -0.0561, 0.0421, -0.0056
Si, 1.3673, 9.5708, 2.0507, -0.0731, -0.047, -0.0168
Si, 6.8362, 9.5708, 2.0507, -0.0126, -0.0467, -0.0044
Si, 0, 0, 3.418, 0.0636, -0.1784, 0.2602
Si, 5.469, 0, 3.418, 0.0259, -0.1376, 0.27
Si, 2.7345, 2.7345, 3.418, 0.1979, 0.0439, -0.6758
Si, 8.2035, 2.7345, 3.418, -0.0825, -0.1037, -0.4405
Si, 0, 5.469, 3.418, 0.0881, -0.0228, 0.2556
Si, 5.469, 5.469, 3.418, 0.0586, -0.1451, 0.4327
Si, 2.7345, 8.2035, 3.418, -0.1334, -0.1131, -0.3928
Si, 8.2035, 8.2035, 3.418, -0.1595, -0.2031, -0.4973
Si, 1.453, 1.3621, 4.745, -0.022, -0.0521, 0.0657
Si, 6.8749, 1.3688, 4.7866, -0.0204, -0.0222, 0.0539
Si, 4.0791, 4.0392, 4.8022, 0.0314, 0.0445, 0.0561
Si, 9.557, 4.0532, 4.7669, 0.0027, 0.0346, 0.0624
Si, 1.4212, 6.8297, 4.8053, -0.0079, -0.0133, 0.049
Si, 6.8832, 6.8381, 4.8081, -0.0337, -0.0421, 0.0364
Si, 4.0824, 9.5068, 4.7838, 0.004, 0.0202, 0.0715
Si, 9.546, 9.4973, 4.7724, 0.0307, 0.0284, 0.076
Si, 2.7486, -0.0302, 6.1656, -0.0044, -0.0114, -0.0156
Si, 8.1811, -0.0797, 6.1471, -0.0103, -0.0184, -0.0379
Si, 0.0467, 2.6761, 6.0651, -0.0119, 0.0102, -0.0023
Si, 5.4459, 2.648, 6.188, -0.0073, -0.0127, -0.0067
Si, 2.7403, 5.4098, 6.2251, -0.0302, -0.0306, -0.0128
Si, 8.2121, 5.4035, 6.1953, 0.0011, -0.0071, 0.0002
Si, -0.0408, 8.1143, 6.1658, 0.0021, 0.0446, -0.0355
Si, 5.4122, 8.1053, 6.1856, -0.0079, -0.0062, -0.0281
Si, 4.5659, 0.8172, 7.5038, -0.0001, 0.0353, 0.0042
Si, 10.0395, 0.882, 7.278, 0.0115, 0.0195, -0.0227
Si, 0.9103, 4.4316, 7.4311, 0.002, 0.0114, -0.0068
Si, 6.3667, 4.4576, 7.4132, 0.0052, -0.0191, 0.0056
Si, 4.6095, 6.2066, 7.5066, 0.0236, -0.0107, 0.0645
Si, 10.0823, 6.2203, 7.4523, -0.0329, -0.01, 0.0639
Si, 0.9352, 9.9159, 7.3517, -0.0006, -0.0379, -0.0847
Si, 6.3267, 9.9232, 7.3753, -0.0061, -0.0181, 0.0241
O, 9.6589, -1.1755, 12.4683, 0.0069, 0.0114, -0.0207
O, 4.1296, 1.2576, 9.0677, 0.0205, -0.023, 0.0054
O, 6.713, 9.2038, 8.8358, 0.0049, 0.0223, 0.0021
O, 1.6222, 9.116, 8.6499, 0.008, -0.0139, 0.0426
O, 10.3032, 11.7832, 10.7769, -0.0035, 0.0151, 0.0064
O, 4.3617, 6.3189, 9.1542, 0.022, -0.003, -0.0561
O, 6.6751, 3.9399, 8.9596, -0.0228, 0.0272, 0.0146
O, 0.3662, 0.6696, 15.5745, -0.0041, -0.0019, 0.0324
O, 16.0932, -11.0753, 11.0474, 0.0262, -0.0066, 0.0065
O, 5.2839, 5.9016, 22.4956, -0.0124, 0.0203, 0.0079
O, 2.6769, 8.2321, 22.6263, -0.0777, -0.0093, -0.081
O, -0.3708, 4.9531, 22.757, 0.0408, -0.0383, 0.0167
O, 8.3926, 8.7209, 22.651, 0.1174, 0.1258, 0.0559
O, 5.0723, 5.5865, 19.8747, -0.0182, -0.0186, 0.0026
O, 5.7115, 11.5718, 22.5632, -0.0038, -0.0114, -0.0128
O, 8.7294, 2.1984, 22.3645, 0.011, -0.0243, -0.038
Si, 8.8905, 3.8432, 16.7987, 0.0023, 0.0052, -0.0054
Si, -1.9971, 12.3801, 10.0629, -0.0102, 0.0159, 0.0211
Si, -5.2996, 6.5454, 21.0525, -0.0231, -0.0028, 0.0256
Si, -7.0953, 22.5446, 10.5693, -0.009, -0.0107, -0.0306
Si, 7.2093, 3.9817, 10.4936, 0.0053, 0.0671, -0.0498
Si, -1.4376, 5.9582, 10.5815, -0.0636, -0.0343, -0.022
Si, 2.0288, 11.7556, 22.4691, 0.0149, 0.0643, -0.0478
Si, 4.2329, -0.941, 14.8643, 0.0119, -0.0059, -0.0095
Si, 5.9531, 10.1773, 12.3169, 0.0247, 0.0155, 0.0182
Si, -3.3338, -1.301, 10.1181, -0.0147, -0.0123, -0.009
Si, 9.1204, 12.3057, 20.9944, -0.0171, 0.0269, 0.0342
Si, 0.3075, 16.0423, 21.2813, 0.0113, 0.0272, -0.0071
Si, -9.2508, 7.4177, 18.7135, -0.0374, -0.0061, -0.0439
Si, 12.4165, 7.9576, 21.5655, 0.0176, -0.0116, 0.0589
Si, 9.592, 9.2006, 21.6455, -0.0638, -0.1116, 0.0995
Si, -0.997, 5.9733, 18.598, -0.0144, 0.0264, -0.0437
Si, 3.936, 7.9709, 17.1249, 0.0159, 0.0348, -0.0226
Si, -5.5266, 9.0759, 19.6105, 0.0255, -0.0373, -0.0238
Si, -7.389, 13.3095, 18.9069, -0.0184, 0.0146, -0.0408
Si, 2.715, 13.714, 12.6158, 0.0004, 0.045, -0.0117
Si, 6.581, 3.7502, 14.9854, -0.0015, 0.0014, -0.0268
Si, 4.6478, 11.5354, 21.2904, -0.0048, -0.0167, 0.001
Si, 4.0004, 5.4738, 18.6586, 0.0006, -0.0047, -0.0155
Si, 5.0556, 4.7639, 12.5896, -0.0318, -0.0174, 0.0013
Si, -5.5646, 12.3357, 16.6882, -0.0031, 0.0038, -0.0085
Si, -2.9657, 18.5867, 19.7164, -0.0575, -0.0093, -0.0589
Si, -0.9091, -2.2676, 11.3078, -0.0316, -0.0172, 0.0346
Si, 12.1495, 4.4198, 10.5362, 0.0094, 0.0202, 0.0064
Si, 3.624, 17.4873, 10.5919, 0.004, -0.0396, -0.0222
Si, 8.0389, 12.4028, 18.3025, -0.011, 0.0179, -0.0237
Si, 12.4593, 11.6005, 14.3941, -0.0127, 0.0186, -0.0306
Si, 9.8103, 12.0702, 16.0839, 0.0121, -0.0043, -0.0291
Si, -0.627, 11.2677, 12.3283, -0.001, -0.0126, 0.0276
Si, 18.923, 12.1508, 13.8547, 0.0036, -0.0203, -0.0082
Si, 2.0156, 9.1613, 10.2259, 0.0073, 0.0184, 0.0022
Si, 0.8951, 13.3019, 20.2013, 0.0282, -0.0557, 0.0056
O, 15.0269, 12.3608, 17.6962, 0.0062, -0.0084, 0.0173
O, 1.3313, 6.3418, 21.471, -0.0272, 0.019, 0.0041
O, 3.6231, 1.776, 11.7218, -0.0049, 0.0047, 0.0036
O, 4.8788, 9.6244, 13.4065, -0.0157, -0.0026, 0.0061
O, 4.5313, 19.8987, 18.2668, -0.0178, -0.0199, 0.0053
O, -3.6829, 6.7203, 20.8662, 0.0238, 0.007, 0.0007
O, -2.3956, 11.4461, 15.2269, 0.002, 0.0023, 0.02
O, 1.8972, 2.2721, 18.9105, 0.0117, 0.0009, 0.0605
O, 3.9355, 3.8777, 18.4094, -0.0032, 0.0025, 0.0318
O, 1.5052, 14.1962, 11.6371, 0.0063, -0.014, -0.0126
O, 5.8612, 4.8698, 14.022, 0.0141, -0.0047, 0.026
O, -1.6517, 8.4473, 20.2389, 0.0311, 0.0313, 0.0848
O, 10.2113, 13.1383, 20.0636, 0.0103, -0.0218, 0.0182
O, 2.3168, 18.9946, 17.3527, -0.0054, -0.0022, 0.0595
O, -6.6456, 8.5729, 15.6667, -0.0002, -0.0089, 0.0212
O, 7.9014, 12.1231, 19.9109, -0.0004, -0.0069, -0.0114
O, 2.6818, 10.5177, 14.7596, 0.0081, -0.0073, 0.0074
O, 2.5232, -0.2772, 10.5588, 0.0192, 0.0159, -0.0052
O, 5.2783, 10.5701, 20.1657, -0.0099, 0.0117, 0.0278
O, 4.2022, 12.8765, 20.3887, -0.0012, -0.0009, 0.012
O, -6.3054, 17.1109, 11.8418, 0.0021, 0.0079, -0.0198
O, 12.2353, 14.8455, 8.9799, -0.0319, 0.013, 0.0473
O, -0.3153, 15.7738, 10.886, 0.0111, 0.0071, -0.02
O, 9.4371, 12.7032, 8.56, 0.0079, -0.0015, 0.0067
O, -10.7809, 18.0108, 18.3399, 0.041, 0.0167, 0.0275
O, 11.7833, 11.1682, 12.9746, 0.0225, 0.0077, 0.0053
O, -1.3385, 10.8207, 21.4811, 0.0154, -0.0912, 0.0192
O, -2.7868, 14.0178, 18.0442, 0.0032, -0.0063, 0.0193
O, -1.5504, 0.7498, 17.6328, 0.0054, -0.0012, 0.0059
O, -2.4616, 6.6809, 18.5132, 0.0203, -0.0062, 0.054
O, 0.9981, 10.9308, 23.4146, -0.0873, 0.0768, 0.0987
O, 5.1118, 11.1747, 15.5718, 0.002, 0.0024, 0.0113
O, 11.0495, 8.6515, 22.1365, -0.0719, 0.0493, -0.0643
O, 9.3709, 1.4407, 13.035, -0.0022, 0.0088, -0.013
O, 4.4611, 17.3529, 17.366, 0.0072, 0.0033, 0.02
O, -9.7028, 12.0107, 21.0949, 0.0615, 0.0166, 0.078
O, 3.1959, 8.1207, 10.6475, 0.0026, 0.012, -0.0033
O, 13.4505, 16.9692, 19.0428, -0.012, 0.0062, 0.0339
O, 6.6816, 0.9564, 17.5599, 0.0108, 0.0072, 0.021
O, 1.199, 3.7901, 20.9257, 0.0075, 0.0017, 0.0065
O, -1.1734, 2.766, 15.9281, 0.008, 0.0063, 0.0191
O, -2.9398, -5.5603, 10.779, 0.0564, 0.0171, -0.0299
O, 7.7522, 11.2651, 10.091, -0.0001, 0.0052, -0.0087
O, 0.6844, 8.7904, 11.0638, 0.0023, 0.0002, -0.03
O, 9.7132, 6.5098, 9.0534, 0.0419, -0.0235, 0.0112
O, -2.6647, 2.7683, 10.7206, 0.0152, -0.0391, -0.0099
O, 5.5779, 2.8596, 15.9488, 0.0074, 0.0095, 0.0081
O, 5.9503, 3.8921, 11.5252, -0.0084, -0.0077, -0.0029
O, 6.9401, 19.7007, 19.1484, 0.0119, -0.019, 0.0424
O, -1.2656, -3.7968, 11.6976, 0.007, -0.0166, -0.0233
O, 1.7882, 8.4312, 20.0163, -0.0208, -0.0482, 0.0155
O, 7.3256, 2.6751, 14.0196, 0.0013, -0.0051, 0.0049
O, -3.2174, 4.5249, 15.8765, -0.0055, -0.0028, 0.0111
O, -0.7921, 16.2638, 20.0947, 0.0186, 0.0155, 0.0332
O, -8.6779, 16.5958, 10.7049, 0.0031, -0.0059, -0.0057
O, 3.3336, 10.8889, 22.0324, -0.0654, 0.0398, -0.0151
O, -7.2722, 14.9632, 13.001, 0.0076, -0.0029, -0.0018
O, -1.8151, 9.0403, 9.9868, -0.0117, 0.0015, -0.0101
O, 4.9762, 8.0338, 20.8059, -0.0092, 0.021, 0.0058
O, -0.9659, 4.8999, 17.3839, 0.004, -0.0081, 0.0192
O, 2.5576, 13.1886, 23.0642, -0.0779, 0.0017, 0.072
O, 6.9211, 9.1045, 11.5254, -0.007, 0.0075, -0.0069
O, -4.0251, 11.2277, 13.0902, -0.0116, 0.003, -0.0062
O, -8.7465, 13.0633, 14.0334, -0.0062, -0.0202, 0.0112

Results
free energy: -129408.727 eV
free energy less fixed offsets of O -568.88, Si -635.61 eV per atom: 2.193 eV

The program warned: the cutoff lies below the one the program advises for these potential files; the exchange-correlation potential is rough where the density is thin.
